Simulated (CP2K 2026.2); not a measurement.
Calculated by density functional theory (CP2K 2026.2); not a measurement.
Periodic cell of 513 atoms, Si351O162, from a study of silicon, its oxide and their interface. The atomic structure is a simulated model.
Doubt: the forces sum to 2.17 eV/angstrom along one axis rather than to zero, so they err by at least 0.0042 eV/angstrom per atom on average; the grid cutoff is modest.

Settings: functional PBE; method Gaussian and plane waves; basis set DZVP-MOLOPT-SR-GTH; pseudopotentials GTH-PBE; grid cutoff 350 Ry, relative cutoff 50 Ry; k points Gamma only; occupations fixed; spin none; net charge 0.

Cell vectors (angstrom)
a	16.407	0	0
b	0	16.407	0
c	0.021	0.4006	34.4475

Atoms and the computed forces on them: element, x, y, z (angstrom), force x, y, z (eV/angstrom)
Si	0.157	16.286	0.054	-0.044	0.104	0.229
Si	3.106	2.493	0.092	-0.029	0.01	0.243
Si	16.188	5.758	0.1	0.014	-0.058	0.243
Si	2.206	8.696	0.103	0.17	-0.141	0.156
Si	0.174	11.2	0.508	-0.087	-0.003	0.132
Si	2.428	14.094	0.184	0.06	-0.014	0.229
Si	5.564	0.484	0.077	-0.012	-0.065	0.201
Si	7.9	3.213	0.175	0.166	-0.102	0.181
Si	5.624	5.497	0.309	-0.092	0.042	0.176
Si	8.001	8.317	0.126	0.069	0.004	0.175
Si	5.934	10.714	0.066	-0.092	0.032	0.216
Si	8.591	13.554	0.007	-0.119	0.046	0.256
Si	10.878	16.202	0.118	-0.003	0.041	0.168
Si	13.383	3.027	0.157	0.049	-0.02	0.256
Si	11.353	5.403	0.203	-0.1	0.004	0.217
Si	14.011	8.019	0.176	0.001	0.082	0.242
Si	10.764	11.27	0.053	0.032	-0.037	0.246
Si	13.338	14.55	34.39	0.043	-0.061	0.21
Si	1.441	1.4	1.379	0.005	-0.001	-0.058
Si	4.067	4.188	1.46	0.019	-0.003	-0.043
Si	1.299	6.967	1.437	-0.018	0.012	-0.06
Si	4.111	9.689	1.26	-0.002	0.01	-0.046
Si	1.437	12.644	1.76	-0.02	0.002	-0.064
Si	4.237	15.211	1.253	-0.02	0.017	-0.043
Si	6.896	1.61	1.591	-0.014	0.007	-0.068
Si	9.627	4.282	1.395	-0.017	0.016	-0.047
Si	6.792	7.015	1.63	0	-0.015	-0.055
Si	9.625	9.611	1.323	-0.003	0.005	-0.038
Si	6.986	12.38	1.344	0.024	-0.022	-0.052
Si	9.58	15.008	1.602	0.016	-0.003	-0.069
Si	12.135	1.45	1.364	0.015	-0.002	-0.043
Si	15.034	4.174	1.434	-0.011	0.006	-0.07
Si	12.48	6.91	1.576	0.008	-0.013	-0.063
Si	15.021	9.734	1.49	0.005	0.001	-0.052
Si	12.295	12.491	1.371	-0.006	0.001	-0.06
Si	14.947	15.191	1.371	0.006	-0.001	-0.048
Si	0.068	2.823	2.733	-0.001	0	-0.003
Si	2.823	0.074	2.769	-0.005	-0.002	0.009
Si	16.404	8.358	2.859	-0.011	-0.001	0.019
Si	2.708	5.604	2.778	0	0.003	0.011
Si	16.289	13.913	2.913	0.008	-0.007	0.016
Si	2.863	11.087	2.803	0.009	0.005	0.035
Si	5.468	2.926	2.915	0.005	0.001	0.025
Si	8.232	0.11	2.834	-0.003	0	0.012
Si	5.378	8.404	2.841	-0.003	0	0.004
Si	8.257	5.615	2.838	0.011	0	0.015
Si	5.539	13.773	2.661	-0.002	0.003	0.008
Si	8.299	11.011	2.771	0.003	0.009	0.015
Si	10.886	2.845	2.803	-0.007	-0.007	0.008
Si	13.62	0.171	2.748	0.005	0.01	0.006
Si	10.997	8.317	2.774	-0.006	0.002	0.01
Si	13.771	5.522	2.93	0.004	0.006	0.018
Si	11	13.732	2.92	-0.001	0	0.007
Si	13.621	11.099	2.788	0.009	-0.011	0
Si	1.364	4.224	4.153	0.001	0.004	0.003
Si	4.107	1.483	4.196	-0.001	-0.003	-0.011
Si	1.431	9.722	4.158	-0.006	-0.006	-0.011
Si	4.077	6.963	4.178	0.011	0.007	0.001
Si	1.383	15.212	4.191	-0.002	0.014	0.005
Si	4.204	12.456	4.149	-0.006	-0.014	-0.002
Si	6.881	4.268	4.228	-0.012	-0.005	-0.001
Si	9.575	1.482	4.21	0.015	0.009	-0.004
Si	6.842	9.731	4.158	0.007	0.001	-0.003
Si	9.622	6.98	4.183	-0.011	-0.007	0
Si	6.834	15.138	4.133	-0.008	0	0.003
Si	9.606	12.361	4.222	0.007	0	-0.005
Si	12.305	4.178	4.193	0.008	0.008	-0.004
Si	15.053	1.5	4.118	-0.003	-0.003	0.003
Si	12.296	9.714	4.176	0.002	0.001	-0.003
Si	15.089	6.963	4.248	0.001	0	-0.006
Si	12.346	15.183	4.197	-0.007	-0.009	-0.007
Si	15.001	12.431	4.203	0.004	0.008	0.003
Si	0.016	0.17	5.542	0.003	0.004	0
Si	2.737	2.869	5.541	0.003	-0.002	-0.005
Si	0.039	5.583	5.58	0	0.003	-0.001
Si	2.739	8.334	5.558	-0.001	-0.004	0.002
Si	0.025	11.068	5.522	0.001	-0.003	0.002
Si	2.76	13.789	5.507	0.001	-0.002	-0.001
Si	5.483	0.099	5.536	-0.005	0.001	-0.002
Si	8.213	2.852	5.573	0	-0.005	0.003
Si	5.481	5.627	5.554	0	0.004	0.005
Si	8.211	8.341	5.526	0.001	0.003	-0.004
Si	5.525	11.1	5.56	0.004	0.004	0.002
Si	8.217	13.784	5.524	0.004	-0.001	0
Si	10.965	0.127	5.562	0.001	0.001	0
Si	13.7	2.838	5.544	0	0.002	-0.001
Si	10.965	5.587	5.55	-0.002	0	-0.002
Si	13.68	8.341	5.548	0.001	-0.002	-0.002
Si	10.955	11.034	5.604	-0.001	-0.001	-0.003
Si	13.679	13.808	5.584	0.001	-0.003	0.003
Si	1.366	1.525	6.926	-0.002	0.004	-0.001
Si	4.12	4.233	6.907	0.002	0	-0.002
Si	1.396	6.96	6.94	0.001	-0.002	0.002
Si	4.13	9.708	6.9	0	-0.001	-0.002
Si	1.397	12.426	6.894	-0.003	-0.001	-0.001
Si	4.108	15.156	6.904	-0.002	0.001	-0.002
Si	6.847	1.471	6.918	-0.002	0	-0.002
Si	9.593	4.224	6.924	0.001	-0.002	-0.001
Si	6.85	6.983	6.918	0.001	0.002	-0.003
Si	9.567	9.681	6.938	0	0	-0.001
Si	6.869	12.449	6.939	0.001	-0.002	-0.001
Si	9.583	15.158	6.905	0.002	0.002	-0.004
Si	12.339	1.481	6.929	0.002	-0.003	-0.002
Si	15.052	4.222	6.921	-0.002	0.004	0
Si	12.324	6.96	6.92	-0.001	0	-0.002
Si	15.066	9.701	6.906	0	0	-0.001
Si	12.314	12.435	6.943	-0.003	0.003	0.001
Si	15.077	15.174	6.916	0.002	-0.003	-0.004
Si	0.011	2.876	8.304	0.001	0.003	0
Si	2.741	0.127	8.265	0	0	-0.002
Si	0.012	8.325	8.29	-0.001	0	0
Si	2.766	5.596	8.298	0.002	-0.002	0
Si	0.035	13.795	8.271	0.002	-0.002	0
Si	2.751	11.057	8.279	0.002	0.001	0
Si	5.481	2.852	8.274	0.001	-0.001	0
Si	8.225	0.118	8.289	0	-0.002	0
Si	5.485	8.348	8.288	0.002	-0.001	0
Si	8.212	5.594	8.277	-0.001	0	0
Si	5.481	13.806	8.291	-0.002	0.003	-0.001
Si	8.22	11.07	8.303	0.003	0.001	0.001
Si	10.968	2.858	8.29	-0.001	-0.001	0
Si	13.703	0.118	8.296	0.003	0	-0.001
Si	10.943	8.312	8.285	-0.002	-0.001	-0.001
Si	13.692	5.594	8.291	-0.001	0.002	0
Si	10.942	13.803	8.296	0	-0.001	0
Si	13.7	11.066	8.285	0.001	0	-0.002
Si	1.389	4.235	9.664	-0.001	0.003	0.001
Si	4.11	1.488	9.637	-0.002	-0.001	-0.003
Si	1.382	9.688	9.66	-0.001	-0.002	0
Si	4.127	6.969	9.663	0.001	0	0
Si	1.389	15.161	9.643	0	0	0
Si	4.115	12.429	9.65	0	-0.002	-0.001
Si	6.852	4.218	9.646	0	-0.001	0.001
Si	9.598	1.488	9.659	0.001	0.001	0
Si	6.846	9.706	9.663	-0.001	0.001	-0.001
Si	9.578	6.952	9.653	0	-0.001	-0.001
Si	6.852	15.168	9.664	0.001	0	0.001
Si	9.58	12.441	9.666	0	0.001	0.002
Si	12.328	4.224	9.663	0.001	-0.001	-0.001
Si	15.06	1.496	9.663	0	-0.001	0
Si	12.316	9.692	9.634	0	-0.001	-0.002
Si	15.058	6.959	9.664	0.001	-0.001	0.001
Si	12.328	15.161	9.66	-0.001	0	0
Si	15.071	12.432	9.649	-0.001	-0.001	0.001
Si	0.024	16.525	11.01	0.001	-0.001	0
Si	2.754	2.849	11.015	0.001	-0.002	-0.001
Si	0.025	5.594	11.038	0.003	0	0.003
Si	2.748	8.323	11.041	0.002	-0.001	-0.001
Si	0.011	11.057	11.03	0.001	0	0
Si	2.749	13.795	11.02	0	0	0
Si	5.475	0.13	11.017	-0.001	0.001	0
Si	8.223	2.857	11.026	0	-0.002	0.002
Si	5.492	5.588	11.02	0.001	0	0
Si	8.215	8.327	11.015	0	-0.001	-0.001
Si	5.481	11.072	11.028	0.001	0.001	0.001
Si	8.217	13.805	11.046	-0.001	0	0.003
Si	10.971	16.532	11.035	0.002	-0.002	0
Si	13.696	2.857	11.039	0.001	0.002	0.001
Si	10.945	5.588	11.017	-0.002	0	0.001
Si	13.673	8.329	11.012	-0.002	0.002	0
Si	10.953	11.062	11.002	0	0	0
Si	13.701	13.793	11.024	0.002	-0.001	0.001
Si	1.399	1.468	12.378	-0.002	-0.001	0
Si	4.121	4.215	12.382	-0.002	0.001	-0.001
Si	1.384	6.95	12.425	0.001	0.003	0.002
Si	4.117	9.706	12.396	0	0.002	-0.002
Si	1.379	12.429	12.392	0	-0.005	0
Si	4.117	15.16	12.387	0.001	-0.002	0
Si	6.84	1.492	12.388	-0.002	-0.002	0
Si	9.596	4.225	12.4	0	0	0.002
Si	6.863	6.95	12.386	0	-0.001	0.001
Si	9.576	9.709	12.368	-0.002	0.001	0.001
Si	6.841	12.436	12.408	0	0.002	0.003
Si	9.603	15.171	12.409	0.004	0.004	0.001
Si	12.34	1.485	12.416	0	0.001	0.001
Si	15.071	4.219	12.405	0.003	0.002	0.002
Si	12.303	6.965	12.373	0	-0.003	-0.001
Si	15.026	9.694	12.392	-0.001	-0.005	0
Si	12.323	12.413	12.37	-0.002	-0.002	0
Si	15.067	15.174	12.388	0	0.003	0.002
Si	0.037	2.814	13.751	0.008	0	0
Si	2.759	16.518	13.763	-0.001	-0.002	-0.001
Si	16.384	8.324	13.758	-0.003	0.002	0
Si	2.759	5.551	13.779	0.004	-0.002	0.002
Si	0.018	13.808	13.754	0	0.001	-0.002
Si	2.747	11.072	13.769	0.004	-0.002	0.002
Si	5.487	2.868	13.765	-0.003	0	0.003
Si	8.208	16.538	13.757	-0.003	0.002	0
Si	5.494	8.325	13.737	0.002	0.004	-0.002
Si	8.235	5.6	13.773	0.001	-0.003	0.005
Si	5.471	13.805	13.776	-0.001	-0.001	0.003
Si	8.218	11.064	13.76	-0.002	0.001	0.002
Si	10.966	2.857	13.769	0.003	-0.003	0.002
Si	13.716	16.524	13.792	0.002	0	0.005
Si	10.937	8.349	13.727	-0.005	-0.001	0.001
Si	13.675	5.602	13.732	-0.001	0.002	0.001
Si	10.982	13.776	13.752	0.004	-0.004	0.001
Si	13.655	11.058	13.774	-0.002	0	0.004
Si	1.4	4.14	15.141	-0.003	-0.003	-0.002
Si	4.134	1.476	15.126	0.003	-0.004	-0.001
Si	1.34	9.708	15.099	-0.01	0.001	-0.007
Si	4.142	6.951	15.099	0.005	0	-0.008
Si	1.404	15.145	15.142	-0.002	0.001	0.005
Si	4.099	12.448	15.159	0.003	-0.004	0.003
Si	6.866	4.23	15.137	-0.004	0.002	0.001
Si	9.558	1.516	15.121	-0.001	0	-0.003
Si	6.851	9.684	15.12	0	-0.001	0.003
Si	9.595	7.008	15.121	0.002	-0.001	0.002
Si	6.868	15.149	15.137	0.001	0.005	0.002
Si	9.598	12.431	15.121	0.002	0.004	0.002
Si	12.355	4.226	15.12	-0.001	0.004	-0.003
Si	15.112	1.467	15.172	0.005	-0.001	0.003
Si	12.262	9.69	15.144	-0.004	-0.005	0
Si	15.003	6.959	15.132	0.001	-0.002	0.001
Si	12.357	15.12	15.137	0	0.004	0
Si	15.018	12.469	15.099	0.004	-0.01	0.001
Si	0.068	16.474	16.56	0.003	0.001	0.009
Si	2.774	2.774	16.555	0.001	-0.001	0
Si	16.343	5.484	16.414	0.006	0.001	0.005
Si	2.679	8.265	16.395	0.007	0.01	-0.004
Si	16.399	11.14	16.434	-0.003	0.001	0.004
Si	2.758	13.827	16.57	0.001	-0.002	-0.002
Si	5.542	16.558	16.487	0.001	-0.001	0.003
Si	8.242	2.909	16.546	0.001	-0.003	0.004
Si	5.542	5.64	16.499	-0.005	-0.004	0.001
Si	8.228	8.359	16.527	-0.002	-0.004	0.006
Si	5.464	11.036	16.473	-0.001	-0.004	0.002
Si	8.225	13.759	16.505	-0.003	-0.008	0.003
Si	10.89	16.46	16.394	0.003	-0.001	0.006
Si	13.728	2.854	16.498	-0.002	-0.007	-0.001
Si	11.005	5.653	16.437	-0.002	-0.004	0.012
Si	13.638	8.351	16.52	-0.004	0.004	-0.001
Si	10.901	11.06	16.537	0.003	0.004	0.001
Si	13.719	13.787	16.584	-0.002	0.001	-0.001
Si	1.483	1.325	17.995	-0.007	-0.003	-0.013
Si	4.176	4.233	17.79	-0.001	0.008	-0.025
Si	1.299	6.842	17.701	-0.009	-0.02	-0.029
Si	3.994	9.662	17.726	-0.005	-0.013	-0.026
Si	1.278	12.495	17.893	0.003	-0.018	0
Si	4.23	15.193	17.882	0.007	0.012	-0.016
Si	6.903	1.484	17.907	-0.01	-0.007	-0.013
Si	9.617	4.401	17.827	0.013	0.011	-0.018
Si	6.912	6.999	17.933	-0.003	0.005	-0.004
Si	9.504	9.749	17.969	0.009	0.001	-0.006
Si	6.897	12.33	17.862	0.005	0.008	-0.009
Si	9.579	15.144	17.873	0.001	0.009	-0.006
Si	12.263	1.427	17.659	-0.004	-0.002	-0.017
Si	15.094	4.174	17.954	0.001	0.013	-0.006
Si	12.317	6.943	17.921	0.003	-0.021	-0.012
Si	15.007	9.823	17.773	0.008	0.013	-0.015
Si	12.29	12.402	17.896	-0.006	-0.011	-0.017
Si	15.125	15.14	17.999	0.005	0.008	-0.016
Si	0.04	2.67	19.304	-0.015	-0.002	0.04
Si	3.005	16.463	19.449	0.005	-0.001	0.05
Si	16.34	8.309	18.92	0.005	-0.003	0.059
Si	2.643	5.453	19.078	0.013	0.012	0.057
Si	0.12	13.825	19.534	-0.008	0.002	0.034
Si	2.632	11.041	19.105	0.001	-0.022	0.031
Si	5.611	2.994	19.196	0.017	-0.006	0.07
Si	8.265	16.498	19.313	0.002	0	0.054
Si	5.351	8.337	19.105	-0.029	0.017	0.062
Si	8.406	5.801	19.389	0.013	-0.009	0.059
Si	5.597	13.765	19.159	0.008	-0.008	0.046
Si	8.063	10.984	19.472	-0.019	-0.001	0.036
Si	10.975	2.87	18.952	0.004	-0.001	0.072
Si	13.517	16.497	19.105	-0.006	-0.005	0.049
Si	10.967	8.416	19.235	0.017	0.012	0.072
Si	13.703	5.58	19.34	-0.015	-0.003	0.052
Si	10.862	13.709	19.253	0.015	0.01	0.055
Si	13.719	11.146	19.3	-0.008	-0.018	0.063
Si	1.716	3.79	20.525	-0.032	0.025	-0.164
Si	4.236	1.797	20.645	0.015	-0.091	-0.188
Si	1.473	9.367	20.302	-0.065	0.158	-0.162
Si	3.741	7.098	20.283	0.101	-0.072	-0.167
Si	2.048	14.711	20.805	-0.02	0.032	-0.228
Si	4.122	12.364	20.304	-0.003	0.001	-0.085
Si	7.281	4.085	20.512	-0.061	0.069	-0.206
Si	9.505	1.799	20.409	0.006	-0.109	-0.208
Si	6.13	9.959	20.619	0.103	0.013	-0.198
Si	9.683	7.365	20.897	-0.047	-0.057	-0.247
Si	7.132	14.84	20.623	-0.025	0.085	-0.236
Si	9.348	12.569	20.708	0.029	-0.067	-0.214
Si	12.467	3.879	20.431	-0.011	0.121	-0.209
Si	14.644	1.595	20.456	0.089	-0.035	-0.163
Si	12.578	9.497	20.539	-0.023	0.124	-0.245
Si	14.879	7.315	20.454	0.019	-0.101	-0.192
Si	12.37	14.966	20.529	-0.074	0.09	-0.206
Si	14.721	12.776	20.739	0.118	-0.082	-0.206
Si	14.07	14.767	25.259	-0.043	0.031	0.046
Si	1.287	4.338	23.452	0.011	-0.019	0.028
Si	11.716	5.131	25.662	-0.009	-0.03	-0.054
Si	12.284	3.774	28.082	0.008	-0.065	0.002
Si	0.34	8.092	22.636	-0.008	0.092	-0.018
Si	2.102	15.955	23.723	0.021	0.015	0.028
Si	4.283	1.315	24.647	-0.007	0.047	0.087
Si	10.536	8.294	27.966	-0.05	0.014	-0.105
Si	7.451	10.868	25.096	-0.114	0.022	-0.022
Si	7.449	8.391	22.925	0.053	-0.049	-0.021
Si	11.252	0.473	22.742	-0.021	-0.062	-0.039
Si	14.25	0.784	23.308	-0.051	-0.004	0.013
Si	10.806	5.265	22.709	-0.015	0.038	0.013
Si	2.412	12.221	27.872	-0.015	0.092	0.152
Si	11.23	11.117	22.905	0.022	-0.007	-0.038
Si	14.059	12.088	23.653	0.002	0.012	-0.039
Si	2.659	5.135	27.133	0.011	0.064	-0.028
Si	3.703	7.844	25.635	0.004	0.031	0.035
Si	10.227	10.21	25.82	0.03	0	-0.031
Si	3.282	2.273	27.306	-0.076	0.011	-0.045
Si	3.189	13.478	25.533	-0.062	0.055	-0.059
Si	6.561	5.297	27.852	0.052	0.048	-0.106
Si	7.64	5.225	23.265	-0.078	0.059	0.046
Si	5.397	12.398	27.038	-0.049	-0.01	0.058
Si	4.886	11.443	31.766	-0.01	0.048	-0.057
Si	10.842	12.348	27.955	-0.088	0.005	0.04
Si	8.653	16.476	24.372	-0.03	0.056	0.009
Si	16.397	5.501	25.893	0.01	-0.002	-0.041
Si	11.628	10.279	29.884	-0.045	-0.021	-0.012
Si	2.033	8.321	29.345	0.019	-0.046	-0.028
Si	0.233	1.754	24.628	0.002	-0.057	-0.053
Si	13.887	5.981	27.308	0.043	0.098	0.054
Si	0.369	1.695	27.694	-0.009	-0.013	0.001
Si	3.138	6.533	23.144	0.008	0.011	-0.072
Si	0.419	13.404	30.054	0.047	0.051	-0.055
Si	15.714	9.828	24.878	0.044	0.031	0.04
Si	6.211	0.41	22.83	-0.029	0.02	-0.03
Si	2.529	12.986	31.894	-0.015	0.024	-0.018
Si	9.835	5.337	27.736	-0.131	-0.042	0.04
Si	9.246	8.922	30.346	-0.091	-0.017	-0.032
Si	9.021	16.392	27.477	-0.052	0.025	0.009
Si	6.276	9.186	30.434	-0.056	-0.052	0.005
Si	14.287	1.648	29.297	0.028	0.053	-0.059
Si	6.124	3.614	25.492	-0.039	-0.018	0.018
Si	15.016	12.727	32.556	0.033	0.112	-0.038
Si	5.056	8.038	28.102	0.004	0.027	-0.037
Si	5.983	2.513	28.282	0.047	0.012	-0.055
Si	15.989	8.069	27.25	-0.012	-0.039	0.023
Si	5.46	6.278	31.692	0.133	0.024	0.026
Si	2.111	10.661	25.504	0.057	0.03	0.016
Si	15.408	15.535	28.082	-0.04	0.016	-0.008
Si	7.997	4.203	31.711	-0.094	-0.079	-0.012
Si	11.188	14.594	26.267	-0.01	-0.032	-0.029
Si	8.601	13.581	24.845	0.043	-0.055	-0.069
Si	9.578	6.829	32.445	-0.075	0.073	0.028
Si	8.219	1.579	29.963	0.059	0.052	0.077
Si	7.944	13.622	27.808	0.017	-0.037	0.056
Si	15.15	2.058	32.334	0.026	-0.037	0.031
Si	2.694	5.615	30.263	0.004	0.051	0
Si	12.905	10.382	32.554	-0.099	0.003	0.002
Si	1.117	4.177	32.415	0.019	0.051	0.104
Si	8.253	16.487	32.8	0.018	0.021	0.077
Si	2.357	10.008	31.854	-0.053	-0.081	-0.026
O	15.842	0.787	33.105	-0.133	0.074	-0.212
O	12.923	2.437	28.786	-0.107	0.055	-0.191
O	2.356	3.505	33.229	-0.09	0.022	-0.021
O	4.37	1.912	33.977	0.06	0.174	-0.01
O	4.119	5.668	31.02	0.042	-0.267	-0.302
O	0.535	5.468	33.238	0.033	0.008	-0.029
O	3.945	10.169	32.162	0.102	-0.032	0.036
O	5.65	7.811	31.099	0.08	-0.132	-0.186
O	1.286	10.052	0.153	-0.003	0.142	0.213
O	2.006	8.802	32.913	-0.185	-0.093	-0.18
O	2.929	13.622	33.328	0.077	0.129	-0.048
O	1.324	15.574	34.063	-0.072	0.065	-0.058
O	6.75	0.527	33.368	0.053	0.119	-0.139
O	6.737	1.491	29.281	-0.076	-0.181	-0.035
O	8.394	3.144	30.497	0.055	0.265	-0.228
O	8.03	3.192	33.017	0.215	-0.074	-0.149
O	6.824	4.433	0.009	0.187	0.18	-0.187
O	5.173	6.48	33.29	-0.23	-0.013	0.055
O	6.97	9.883	34.016	-0.226	-0.04	-0.079
O	8.501	7.698	33.344	-0.217	0.002	-0.165
O	5.603	11.953	33.13	-0.144	0.038	0.048
O	1.562	14.026	31.074	-0.02	0.211	0.345
O	8.264	14.854	33.091	-0.09	-0.139	-0.169
O	9.168	1.148	28.653	0.052	0.13	0.068
O	8.171	15.19	28.243	-0.192	0.105	0.186
O	9.677	0.653	33.484	-0.011	0.009	0.223
O	16.319	3.148	32.111	0.152	0.013	-0.011
O	13.979	2.697	33.256	-0.25	-0.089	-0.227
O	12.378	4.618	34.084	0.094	-0.075	0.026
O	10.924	6.675	33.331	0.173	0.227	-0.07
O	13.232	8.986	33.307	0.017	0.016	-0.002
O	15.135	7.322	34.04	0.136	-0.042	-0.326
O	9.678	12.783	33.951	-0.003	0.01	-0.356
O	11.55	11.047	33.173	0.045	0.21	-0.31
O	14.053	13.999	32.981	-0.192	-0.131	-0.093
O	12.124	15.624	33.935	0.183	-0.176	-0.089
O	1.724	7.347	23.063	-0.032	0.193	0.356
O	0.976	4.429	21.858	-0.371	0.272	0.146
O	5.305	1.437	21.898	0.159	0.213	-0.143
O	2.968	2.813	21.068	0.055	-0.01	0.258
O	15.505	9.403	26.448	-0.235	0.047	0
O	0.709	9.46	21.778	-0.242	0.292	0.187
O	2.721	8.345	20.599	0.202	0.123	-0.174
O	3.996	6.419	21.769	0.246	-0.237	0.198
O	1.655	15.373	22.266	-0.309	0.17	0.12
O	15.127	1.942	24.046	0.048	0.116	-0.123
O	3.119	13.45	21.133	-0.08	0.024	-0.045
O	5.106	11.219	21.077	0.113	-0.079	0.151
O	7.246	4.157	24.438	0.238	-0.194	0.087
O	6.792	4.761	21.941	-0.323	0.239	0.123
O	8.35	2.877	20.897	0.032	0.051	0.247
O	10.438	1.416	21.705	0.055	0.254	0.011
O	11.638	11.77	29.243	0.114	0.25	0.156
O	10.823	6.685	21.899	0.152	-0.037	-0.146
O	9.241	4.977	23.041	0.025	-0.229	0.114
O	8.259	13.744	21.169	0.017	0.045	0.268
O	6.34	15.452	21.942	-0.128	0.102	0.314
O	4.766	13.539	26.006	0.216	0.216	-0.063
O	10.605	10.4	24.244	-0.037	-0.179	-0.026
O	11.506	4.186	21.729	-0.076	-0.104	-0.055
O	13.651	2.836	20.934	0.126	-0.129	0.005
O	14.904	0.673	21.81	-0.125	-0.055	-0.157
O	0.098	2.174	26.178	-0.007	0.39	-0.018
O	13.722	8.385	20.967	-0.035	-0.078	0.046
O	11.834	9.96	21.934	-0.205	-0.019	0.17
O	12.671	6.344	26.254	-0.12	0.331	0.125
O	15.847	7.032	21.764	-0.059	-0.302	0.199
O	13.598	13.965	20.988	0.016	0.102	0.254
O	11.659	15.512	21.929	-0.152	-0.058	0.16
O	14.435	10.703	24.412	0.022	-0.043	-0.007
O	14.952	12.193	22.275	0.235	0.074	0.127
O	12.477	15.056	25.426	0.005	0.36	-0.322
O	0.285	16.481	27.76	0.068	-0.127	-0.27
O	1.276	2.783	23.916	0.301	-0.17	0.176
O	3.428	3.773	26.651	0.112	0.035	-0.217
O	0.203	7.099	26.099	-0.038	0.071	-0.208
O	10.7	4.118	28.477	-0.068	-0.226	0.301
O	2.26	13.54	26.896	-0.247	0.231	-0.095
O	4.139	7.293	24.176	-0.044	-0.052	0.113
O	2.78	9.173	25.386	-0.247	0.007	0.139
O	0.747	8.384	28.343	0.04	-0.125	-0.108
O	2.759	14.705	24.563	-0.036	0.143	-0.215
O	14.535	15.811	24.112	0.227	0.125	-0.058
O	3.154	0.799	23.56	0.114	-0.001	-0.054
O	7.712	0.927	23.317	0.012	0.285	0.126
O	6.156	4.044	28.809	0.061	-0.004	0.22
O	9.151	8.761	28.718	-0.079	0.166	-0.074
O	6.276	8.955	21.932	-0.269	0.054	0.18
O	10.544	8.697	26.38	-0.135	-0.237	-0.242
O	8.026	12.174	24.209	0.295	-0.076	-0.3
O	6.016	9.119	28.825	-0.112	0.254	0.07
O	10.243	16.676	24.017	0.282	0.133	0.275
O	8.283	14.916	23.984	0.083	-0.121	-0.145
O	12.652	1.137	23.275	0.069	-0.02	-0.195
O	0.143	5.112	24.325	-0.133	0.093	-0.085
O	11.725	5.217	24.052	0.101	0.202	-0.173
O	8.779	8.333	21.923	0.076	0.156	0.025
O	12.272	3.748	26.411	-0.072	-0.167	0.011
O	15.839	8.533	23.903	-0.178	-0.075	0.061
O	12.457	12.105	23.333	0.009	0.185	0.054
O	10.105	11.978	22.072	-0.113	-0.175	-0.102
O	14.393	13.286	24.694	-0.093	-0.134	0.276
O	2.961	11.947	24.907	0.038	-0.121	-0.207
O	1.883	2.103	28.103	0.119	0.225	-0.05
O	15.635	2.347	28.663	0.178	0.258	0.133
O	3.508	8.226	28.629	0.046	-0.111	-0.112
O	0.686	10.686	24.727	0.119	0.335	-0.295
O	8.653	10.499	26.125	-0.061	-0.185	0.01
O	1.756	11.53	32.04	-0.314	0.053	-0.023
O	6.129	11.269	26.021	0.018	-0.249	-0.104
O	0.803	16.632	24.453	-0.277	-0.232	0.144
O	11.025	11.253	26.764	0.332	-0.056	0.148
O	4.44	2.042	28.406	0.154	-0.118	0.317
O	5.471	16.643	24.292	0.145	-0.194	0.006
O	5.78	6.602	28.412	-0.106	-0.133	0.217
O	8.212	5.403	27.927	0.067	-0.106	-0.133
O	7.314	6.844	23.514	-0.218	0.086	0.062
O	7.385	9.53	24.124	-0.219	-0.173	-0.1
O	7.797	9.174	30.94	0.023	-0.132	-0.086
O	6.491	12.94	28.171	0.097	0.113	0.015
O	9.26	12.737	28.255	-0.191	-0.296	-0.039
O	10.199	10.188	30.67	-0.207	0.05	-0.137
O	10.497	15.863	27.02	0.295	0.109	0.203
O	4.973	2.827	24.594	-0.049	0.201	-0.007
O	10.192	13.705	25.281	-0.024	-0.029	-0.009
O	14.942	5.074	26.445	0.138	0.02	-0.132
O	14.259	16.488	28.788	-0.007	-0.065	-0.218
O	10.143	5.262	26.125	-0.112	-0.003	-0.266
O	5.928	5.015	26.36	-0.322	0.004	-0.128
O	10.581	6.7	28.23	0.295	0.041	0.253
O	3.037	6.541	26.398	-0.214	-0.008	0.082
O	15.983	14.386	29.078	0.04	-0.171	0.198
O	15.654	12.8	31.05	-0.1	-0.007	0.024
O	1.707	4.551	30.959	0.089	-0.141	-0.132
O	2.955	5.222	28.716	0.011	-0.149	-0.038
O	3.53	1.19	26.098	-0.189	-0.283	-0.049
O	1.1	4.798	26.846	0.02	-0.168	0.176
O	5.016	8.286	26.494	0.114	-0.038	0.004
O	2.75	5.035	23.702	0.092	0.103	-0.127
O	14.822	14.915	26.697	-0.245	0.026	0.002
O	1.387	12.416	29.135	0.021	-0.347	-0.184
O	1.994	9.618	30.321	-0.158	0.084	-0.114
O	1.847	10.897	27.101	-0.186	-0.051	0.21
O	6.651	5.147	31.46	0.041	0.024	-0.259
O	6.504	2.522	26.696	0.195	0.067	-0.011
O	4.069	11.935	27.957	0.014	-0.012	0.21
O	14.675	7.3	27.889	-0.052	0.132	0.191
O	9.142	5.326	31.997	0.279	-0.009	0.063
O	9.897	7.616	31.065	0.221	0.012	0.058
O	3.967	12.653	31.152	-0.081	0.162	0.14
O	5.887	10.749	30.724	0.223	0.148	0.026
O	13.259	5.046	28.498	0.126	-0.153	0.245
O	11.686	13.648	27.493	0.226	0.039	-0.101
O	12.81	10.099	30.96	0.265	-0.034	-0.067
O	11.744	9.079	28.763	-0.024	-0.202	-0.017
O	14.441	1.654	30.922	0.144	-0.233	0.014
O	1.891	7.026	30.306	-0.007	-0.113	0.284
O	8.396	0.4	25.979	-0.199	-0.113	0.113
O	8.339	0.524	31.216	-0.106	-0.023	-0.075
O	14.159	11.374	32.738	0.032	0.012	0.008
O	16.181	12.581	33.688	-0.033	0.344	-0.126
O	7.764	13.708	26.208	-0.031	0.162	-0.189

Results
total energy: -108572.458 eV
total energy less fixed offsets of O -438.35, Si -107.03 eV per atom: 7.772 eV
